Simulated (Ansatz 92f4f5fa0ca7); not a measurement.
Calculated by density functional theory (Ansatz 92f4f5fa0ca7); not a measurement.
Periodic cell of 228 atoms, Si140O88, from a study of silicon, its oxide and their interface. The atomic structure is a simulated model.
This geometry differs little from another in the collection (a relaxation step or a small displacement).

Settings
functional: r2SCAN
potential files: Ansatz PAW
basis: plane waves
wave-function cutoff: 800 eV
density cutoff ratio: 5
exchange-correlation grid ratio: 1
k mesh: 1 x 1 x 1, shifted by 0.5 0.5 0 of a step
self-consistency stop: 1e-10 eV per atom in the density residual
occupations: fixed
spin: none
net charge: 0

Cell vectors (angstrom)
a, 10.888, 0, 0
b, 0, 10.888, 0
c, 0, 0, 33.0686

Atoms: element, x, y, z (angstrom)
Si, -1.4861, 0.7835, -4.2062
Si, 0.3303, 2.5263, 0.036
Si, 4.3355, 8.7356, -0.6318
Si, 2.8804, 6.8515, -2.5732
Si, 5.2054, 3.419, -1.2102
Si, 7.2999, 1.8331, 1.2173
Si, 6.1512, 7.8988, 0.7487
Si, 8.1015, 9.004, -0.0327
Si, 2.8754, 5.5842, 2.6428
Si, 4.6355, 4.4204, 1.5107
Si, 1.4729, 7.0978, 1.4697
Si, 7.5886, 11.2454, -0.5775
Si, 9.1934, 5.0989, -2.5188
Si, 8.369, 5.0991, 2.9319
Si, 5.231, 8.6033, 2.8755
Si, 10.8411, 8.1231, 2.9038
Si, -0.6659, 3.4355, 2.8491
Si, 3.2739, -0.8092, 2.7647
Si, -1.1666, 9.6601, 1.5345
Si, 2.4588, 9.1477, 0.711
Si, 5.5285, 2.6106, 2.6738
Si, 8.3751, 0.2971, 2.7485
Si, 6.772, 5.5916, 1.1587
Si, 7.3231, 3.8305, -0.3155
Si, 1.3469, 4.2155, 3.9057
Si, 4.0741, 1.206, 3.8856
Si, 1.4502, 9.4223, 4.1781
Si, 4.1748, 6.8706, 4.1252
Si, 6.8132, 3.9196, 4.2132
Si, 9.6231, 1.5478, 4.2156
Si, 6.8998, 9.7482, 4.0601
Si, 9.4495, 6.7697, 4.1765
Si, 0.109, 0.0483, 5.4289
Si, 2.6791, 2.6755, 5.2233
Si, 0.032, 5.4672, 5.4699
Si, 2.7444, 8.0774, 5.5604
Si, 5.4426, 0.0474, 5.4527
Si, 8.1517, 2.6649, 5.6334
Si, 5.477, 5.4211, 5.4367
Si, 8.1283, 8.2366, 5.4228
Si, 1.4207, 1.3924, 6.7838
Si, 4.0382, 4.0383, 6.6925
Si, 1.3632, 6.7645, 6.8927
Si, 4.1057, 9.5194, 6.7989
Si, 6.7583, 1.3304, 6.9132
Si, 9.5567, 4.0951, 6.8321
Si, 6.8012, 6.825, 6.7968
Si, 9.5585, 9.5556, 6.7513
Si, 0.0193, 2.7157, 8.1584
Si, 2.744, -0.0047, 8.1443
Si, -0.014, 8.1806, 8.1594
Si, 2.7222, 5.3654, 8.169
Si, 5.3815, 2.7407, 8.159
Si, 8.1691, -0.0477, 8.1769
Si, 5.419, 8.1459, 8.1655
Si, 8.1801, 5.4604, 8.1517
Si, 1.3536, 4.052, 9.5498
Si, 4.0445, 1.3638, 9.5236
Si, 1.3588, 9.5297, 9.5072
Si, 4.0678, 6.77, 9.521
Si, 6.7952, 4.0815, 9.4883
Si, 9.5326, 1.3501, 9.5029
Si, 6.7746, 9.4949, 9.5149
Si, 9.5245, 6.8017, 9.5177
Si, 0.0308, 0.0297, 10.8691
Si, 2.6837, 2.6886, 10.9113
Si, -0.0277, 5.4097, 10.8916
Si, 2.6678, 8.1193, 10.8823
Si, 5.4012, -0.0035, 10.8547
Si, 8.1256, 2.6725, 10.8597
Si, 5.4655, 5.4335, 10.8649
Si, 8.1225, 8.1281, 10.8361
Si, 1.3271, 1.3838, 12.3361
Si, 4.1094, 4.0409, 12.1779
Si, 1.3162, 6.7464, 12.288
Si, 4.0125, 9.5385, 12.1938
Si, 6.758, 1.3131, 12.2512
Si, 9.4793, 4.0255, 12.2254
Si, 6.8197, 6.7751, 12.2459
Si, 9.4823, 9.5373, 12.0801
Si, -0.1316, 2.6963, 13.6961
Si, 2.722, 0.0093, 13.6559
Si, 2.4167, 7.8748, 15.942
Si, 2.744, 5.29, 13.582
Si, 5.4527, 2.7615, 13.6149
Si, 8.1117, -0.1532, 13.522
Si, 5.3773, 8.1619, 13.4914
Si, 8.1926, 5.4002, 13.6199
Si, 1.2408, 4.1306, 15.0157
Si, 4.1663, 1.373, 14.9853
Si, -1.3831, 6.8124, 14.9926
Si, 5.6863, 5.8614, 16.298
Si, 7.8382, 2.5845, 16.3171
Si, 9.2466, 1.296, 14.9423
Si, 5.5981, 11.3918, 16.649
Si, 10.7156, 8.188, 13.4758
Si, -0.7152, 0.1093, 16.7187
Si, -0.9816, 2.4813, 18.4898
Si, 0.5808, 6.1284, 16.0946
Si, 1.245, 9.4573, 14.7911
Si, 6.9291, -1.7045, 14.8943
Si, 6.7456, 4.174, 15.0246
Si, 4.0981, 6.7581, 14.8316
Si, 7.6584, 7.4659, 16.355
Si, 1.9734, -18.8872, 28.1046
Si, 0.6615, -0.7036, 25.2739
Si, 21.7298, -9.4931, 23.2697
Si, 7.343, 14.9377, 22.452
Si, -10.2852, -0.3713, 33.219
Si, -0.4655, -3.4067, 20.3694
Si, -7.968, 13.0642, 16.7636
Si, 16.5388, 11.3664, 31.2673
Si, -16.2794, -2.4753, 26.6325
Si, -11.9706, -7.2084, 27.8324
Si, 8.6067, 1.432, 21.1138
Si, 15.1113, 4.6519, 29.1975
Si, 9.4878, 3.8586, 24.652
Si, -9.8694, 27.023, 32.1805
Si, 27.1289, 5.442, 26.5623
Si, 4.1464, -11.1379, 22.0383
Si, -12.1524, -10.0667, 31.2781
Si, 33.4165, -5.8465, 18.9423
Si, 3.0936, 17.8463, 22.5046
Si, 8.3907, 8.753, 18.24
Si, -8.7435, 9.0554, 20.653
Si, -14.9121, 20.8354, 28.9977
Si, 0.992, -5.2704, 24.3101
Si, -0.2957, 18.3661, 26.3615
Si, 3.9035, 4.4504, 18.5955
Si, 3.2099, -0.5954, 17.914
Si, 18.5842, 39.5846, 25.4026
Si, 24.9563, 3.5905, 25.3454
Si, 8.5912, 8.135, 30.8488
Si, 8.0668, -3.8575, 22.2278
Si, 0.424, -2.5591, 29.2027
Si, -25.797, 9.6406, 20.813
Si, -10.2395, 22.0492, 28.0968
Si, 3.6218, -1.5898, 24.4914
Si, 24.759, 2.2992, 22.7541
Si, 15.3649, 4.4618, 21.6228
O, 14.4475, 6.1304, -3.8333
O, -12.3648, -6.8829, -6.7828
O, 5.7352, 3.8597, -10.6233
O, 1.1209, 1.173, 0.4588
O, -8.2529, -0.8459, -11.2293
O, -27.626, 4.367, -2.5117
O, 2.0986, 9.6786, -8.2664
O, 10.3145, 13.1133, -1.2745
O, 4.4584, -0.5349, -9.468
O, 7.3493, 8.8209, -3.0112
O, 18.5247, 5.5149, -11.2991
O, 23.6691, 15.281, -8.2495
O, -6.203, 21.1025, -1.2
O, 51.915, 14.9466, -1.5809
O, 10.2791, 2.9487, 1.2779
O, 4.8332, 16.2894, -15.4148
O, 5.2918, -0.8705, 21.0752
O, 2.4193, 5.7227, 31.5557
O, -2.8967, -3.9007, 23.8355
O, -12.5335, 4.7115, 28.9714
O, -6.2115, 4.3887, 20.0235
O, -15.374, 10.1106, 16.1347
O, 2.4199, 0.7458, 17.4089
O, 8.0313, -6.9171, 23.9375
O, 0.8175, 11.2503, 26.4848
O, 13.9725, -7.1776, 21.9887
O, 14.6641, 13.872, 17.907
O, 12.5801, 6.312, 23.0311
O, 2.6615, 9.8253, 19.3497
O, 17.5677, 23.4355, 17.067
O, 10.9439, 14.4598, 19.1217
O, 0.1502, 5.7021, 17.6123
O, -1.7882, 6.8998, 26.1977
O, 12.4409, 18.5558, 30.1256
O, -10.8053, 18.2827, 27.9339
O, -6.4948, -6.2417, 25.537
O, -0.1094, -11.1874, 31.7284
O, 18.1107, -1.5781, 19.2602
O, -0.0606, -10.9158, 24.0209
O, 26.6306, 28.7247, 26.8896
O, 14.8489, 1.3406, 21.8876
O, -0.1696, 16.101, 31.0919
O, -17.4077, -1.6148, 25.9091
O, -6.1322, -0.068, 17.938
O, -0.2756, -1.8883, 25.8376
O, -11.8094, 8.5562, 30.0786
O, 14.4534, 2.4623, 24.2627
O, -2.0346, -7.6901, 17.4672
O, -3.7191, -13.4991, 21.6749
O, 12.3379, 12.7102, 22.8433
O, -4.0561, 5.6271, 25.9168
O, -11.0828, -20.4883, 17.7265
O, -5.6202, 4.6055, 27.959
O, 0.6184, 6.2901, 33.3614
O, 35.4315, -8.0486, 26.7062
O, 22.3446, 8.7286, 20.5621
O, 36.3108, 7.8886, 23.7067
O, 39.5038, 8.2445, 25.7523
O, 11.3793, -0.7942, 16.1286
O, 10.4044, -16.7435, 23.9912
O, 18.6032, 0.0778, 21.259
O, -12.7577, 1.7237, 19.5991
O, 18.7756, 13.6688, 21.629
O, -20.7113, 20.6011, 28.6781
O, -12.6556, -8.623, 28.2387
O, 11.7045, 6.6587, 25.536
O, 4.2076, -17.8672, 33.0581
O, -8.5078, 4.9854, 18.8603
O, 4.2961, -4.9447, 22.2123
O, 5.9208, 20.0885, 27.9569
O, 8.1866, -11.1029, 28.3884
O, 1.2922, 14.6571, 32.7795
O, 13.7476, 29.4339, 21.0614
O, -9.2248, 1.4062, 28.6833
O, -11.5923, 2.4488, 24.3052
O, 20.3129, 7.8691, 19.1551
O, 3.078, -1.9714, 17.0642
O, 9.9639, 1.227, 21.9512
O, 4.8632, 1.8892, 31.4213
O, -17.7766, -3.0914, 31.157
O, -10.3459, -7.2392, 27.9515
O, 13.8692, 3.6154, 29.1311
O, -41.8357, 14.0549, 16.2966
O, 9.1916, -0.8692, 17.5893
O, 5.9425, 11.0805, 29.6979
O, -2.4407, 17.4127, 30.7354
O, 9.5811, -3.5741, 21.7422
O, -10.5791, 6.0745, 20.118

Results
free energy: -139737.024 eV
free energy less fixed offsets of O -570.45, Si -639.56 eV per atom: 0.976 eV

Forces (eV/angstrom), in the order of the atoms: element, x, y, z
Si, 0.0169, -0.0287, 0.0945
Si, -0.0064, -0.0012, 0.0812
Si, 0.0069, 0.0195, 0.0775
Si, 0.0253, 0.0194, 0.1461
Si, 0.0323, -0.0092, 0.1172
Si, 0.0033, 0.0086, 0.0026
Si, -0.0109, -0.0007, -0.0078
Si, 0.0045, -0.0043, -0.0058
Si, -0.0015, 0.0021, -0.0009
Si, 0.0044, 0.0104, 0.0234
Si, 0.012, 0.0132, 0.0231
Si, 0.0032, -0.0033, -0.0294
Si, -0.022, 0.0022, 0.1655
Si, 0.006, 0.0006, 0.001
Si, -0.0035, 0.0034, 0.0027
Si, 0.0029, -0.0056, 0.0012
Si, 0.0067, 0.0037, 0.0256
Si, -0.0004, 0.0025, 0.0004
Si, 0.0078, 0.0064, 0.0013
Si, -0.0024, -0.006, -0.0029
Si, -0.0042, 0.0003, -0.0004
Si, -0.0018, -0.0019, 0.0007
Si, 0.0012, 0.0032, 0.0014
Si, -0.0271, -0.0129, 0.0477
Si, -0.002, -0.0022, 0.0006
Si, -0.0019, 0.0011, 0.0035
Si, 0.0014, 0.0025, -0.0039
Si, 0.0026, -0.0021, -0.001
Si, 0.0038, -0.0005, -0.0003
Si, 0.0059, 0.0052, -0.0005
Si, -0.001, -0.0026, -0.0025
Si, -0.0027, 0.0027, -0.0018
Si, -0.0011, -0.0011, -0.0016
Si, 0.0008, 0.0029, -0.0004
Si, 0.0015, -0.0013, 0
Si, -0.0003, -0.0018, 0.0004
Si, 0.0007, 0.0032, -0.0013
Si, 0.0012, -0.0007, -0.0012
Si, -0.003, -0.001, -0.0012
Si, 0.0032, 0.0007, -0.002
Si, -0.0002, 0.0016, 0.0006
Si, -0.0008, 0.0005, -0.0013
Si, 0.0004, 0.0002, -0.0017
Si, 0.0005, 0.0001, -0.0022
Si, -0.0008, -0.0029, -0.0012
Si, 0.0004, -0.0008, -0.0003
Si, 0.0007, -0.0006, -0.0013
Si, 0.0002, 0.0001, -0.0001
Si, 0.0008, -0.001, -0.0009
Si, 0.0002, -0.0017, -0.001
Si, -0.0004, 0.0002, -0.0006
Si, 0.001, -0.0015, -0.0004
Si, -0.0006, 0.0006, -0.0005
Si, 0.0005, 0.0003, -0.0009
Si, 0, -0.0002, -0.0013
Si, -0.0002, -0.0001, -0.0007
Si, -0.0009, -0.0002, -0.0009
Si, 0, -0.0006, -0.0001
Si, 0.0005, -0.0002, 0.0004
Si, -0.0006, 0.0003, -0.0003
Si, -0.0003, -0.0013, -0.0004
Si, -0.0002, -0.0011, -0.0005
Si, -0.0002, 0.0011, 0.0001
Si, 0.0003, -0.0009, -0.0003
Si, 0.0015, 0.0005, 0.0001
Si, 0.0004, -0.0005, -0.0006
Si, 0.0006, -0.0011, -0.0003
Si, 0.0001, 0.0018, -0.0003
Si, -0.0001, -0.0014, -0.0003
Si, -0.0004, 0.0007, 0.0003
Si, -0.0008, -0.0011, -0.0004
Si, 0.0001, -0.0004, -0.0018
Si, -0.0005, -0.0017, -0.0003
Si, 0.0003, -0.0005, 0.0004
Si, 0.0023, 0.0007, -0.0012
Si, -0.0021, -0.0014, -0.0007
Si, 0.0012, 0.0027, 0.001
Si, 0.0003, 0.0024, -0.0012
Si, 0.0001, -0.0001, 0.0015
Si, -0.0001, -0.0011, -0.0004
Si, -0.0031, -0.0029, 0.0012
Si, 0.0036, 0.0042, 0.0014
Si, 0.0144, 0.0225, 0.0375
Si, 0.0023, 0.0019, -0.0015
Si, -0.0009, -0.0021, 0.002
Si, 0, 0.005, 0.0009
Si, -0.0032, 0.001, -0.0016
Si, 0.0022, -0.0017, 0.0014
Si, 0.0042, -0.0179, 0.0292
Si, -0.0009, -0.001, -0.0057
Si, -0.0098, 0.0006, -0.0023
Si, -0.0236, -0.0154, 0.0551
Si, 0.0125, 0.0065, 0.0711
Si, 0.0025, -0.0005, -0.0053
Si, -0.0074, -0.0153, 0.0872
Si, -0.0033, -0.0042, 0.0002
Si, -0.0047, 0.0015, 0.1001
Si, -0.014, -0.0129, 0.1833
Si, -0.0053, -0.0138, 0.0614
Si, -0.0091, 0.0115, 0.0282
Si, -0.0057, 0.0076, 0.0278
Si, -0.0008, 0, -0.0046
Si, -0.0024, 0.0001, -0.0027
Si, 0, 0.0117, 0.0049
Si, -0.0153, -0.0031, 0.1776
Si, -0.0197, 0.0228, 0.2386
Si, 0.0159, -0.0119, 0.2109
Si, 0.0287, 0.0196, 0.1779
Si, 0.0144, -0.0151, 0.0498
Si, 0.0061, 0.0079, 0.1984
Si, 0.004, 0.0018, 0.0985
Si, -0.0028, -0.0127, 0.108
Si, 0.0282, 0.0124, 0.2068
Si, -0.023, -0.0329, 0.2294
Si, 0.013, 0.0193, 0.2124
Si, 0.0002, 0.0183, 0.191
Si, 0.0249, 0.0196, 0.2271
Si, -0.0084, -0.0027, 0.1114
Si, -0.0176, -0.0084, 0.1937
Si, -0.006, 0.0301, 0.1804
Si, 0, -0.0059, 0.0556
Si, 0.0117, 0.0071, 0.1776
Si, -0.0221, -0.003, 0.2019
Si, 0.0026, 0.0058, 0.1828
Si, 0.0228, -0.0326, 0.2002
Si, 0.0332, 0.0459, 0.1846
Si, -0.0224, -0.0082, 0.1924
Si, 0, 0.0206, 0.2047
Si, -0.0003, -0.0005, 0.2049
Si, -0.0245, -0.0097, 0.173
Si, -0.0181, 0.0059, 0.2153
Si, 0.0045, 0.0131, 0.2212
Si, -0.0145, -0.0072, 0.1288
Si, -0.023, -0.047, 0.2167
Si, -0.0131, 0.018, 0.1919
Si, -0.0354, -0.0011, 0.2013
Si, -0.0576, -0.003, 0.1488
Si, -0.0214, 0.0023, 0.2253
Si, -0.0218, -0.0039, 0.1864
Si, -0.0172, 0.0008, 0.2133
O, 0.02, -0.0294, -0.0775
O, -0.0118, 0.0123, -0.1861
O, -0.0187, 0.004, -0.0673
O, -0.0049, 0.0094, -0.0257
O, -0.031, -0.0232, -0.0938
O, -0.0414, 0.035, -0.1227
O, 0.0444, -0.0143, -0.086
O, -0.0048, -0.0066, -0.0489
O, 0.0118, 0.0276, -0.124
O, -0.0319, 0.0217, -0.0998
O, 0.0011, 0.0126, -0.0604
O, -0.0225, 0.0252, -0.0831
O, 0.0226, 0.0266, -0.0484
O, 0.0441, 0.027, -0.0842
O, 0.0149, -0.0114, -0.0564
O, 0.0488, 0.0365, -0.1047
O, 0.0418, -0.015, -0.0797
O, 0.021, 0.018, -0.0646
O, 0.0133, 0.0072, -0.1867
O, 0.0204, -0.0282, -0.1306
O, -0.021, -0.0002, -0.1703
O, 0.0161, -0.0183, -0.046
O, 0.0062, 0.0227, -0.0583
O, -0.0563, -0.0008, -0.1207
O, 0.0303, -0.0429, -0.1895
O, 0.0263, 0.0353, -0.0868
O, -0.013, -0.038, -0.0835
O, 0.0446, 0.0321, -0.1081
O, 0.033, 0.043, -0.1541
O, 0.0019, 0.0045, -0.044
O, -0.0053, -0.0027, -0.0635
O, -0.0048, 0.0315, -0.1223
O, -0.0369, -0.0099, -0.084
O, -0.0344, 0.0161, -0.071
O, -0.0212, -0.0257, -0.1542
O, -0.0315, -0.024, -0.0926
O, -0.0126, 0.0159, -0.0614
O, 0.0434, -0.0333, -0.154
O, -0.0161, 0.0466, -0.1113
O, 0.01, 0.0123, -0.0668
O, 0.0178, -0.0228, -0.0695
O, -0.0193, -0.0013, -0.0586
O, -0.0516, 0.0181, -0.1229
O, 0.0167, 0.0183, -0.0762
O, 0.0187, 0.0223, -0.0873
O, 0.0563, -0.0018, -0.0902
O, 0.0004, -0.0354, -0.1345
O, -0.0398, 0.0021, -0.0895
O, -0.0115, 0.0538, -0.0935
O, 0.0168, 0.0058, -0.0659
O, 0.0353, 0.0151, -0.0756
O, -0.0015, -0.0326, -0.0798
O, 0.0293, 0.0236, -0.1339
O, -0.0073, -0.0287, -0.0607
O, 0.0382, 0.0222, -0.1464
O, -0.0187, -0.005, -0.0635
O, -0.0089, -0.0384, -0.1089
O, 0.0297, -0.0212, -0.0847
O, 0.0181, -0.0149, -0.0472
O, -0.0017, 0.0048, -0.0701
O, -0.0063, -0.0185, -0.0675
O, 0.041, 0.0307, -0.1489
O, 0.0145, -0.0483, -0.0842
O, 0.0127, 0.0216, -0.0671
O, 0.0084, 0.0668, -0.0805
O, 0.0307, -0.0426, -0.1062
O, 0.0036, -0.0133, -0.0629
O, 0.0026, -0.0045, -0.0657
O, 0.0164, -0.0252, -0.0722
O, -0.0503, -0.0566, -0.1407
O, -0.0113, -0.0115, -0.053
O, -0.005, 0.0141, -0.0361
O, -0.021, 0.0372, -0.1072
O, 0.0114, 0.0101, -0.0583
O, 0.0131, -0.0343, -0.0902
O, -0.0566, 0.0266, -0.1277
O, -0.0123, -0.047, -0.0751
O, -0.0639, -0.0027, -0.1292
O, -0.0204, -0.0078, -0.0426
O, -0.0275, -0.0379, -0.0854
O, 0.0069, 0.0056, -0.0627
O, -0.0298, -0.0248, -0.0816
O, -0.0148, 0.0204, -0.053
O, 0.0134, 0.0192, -0.0709
O, 0.0093, -0.0398, -0.1025
O, 0.012, -0.0032, -0.0505
O, 0.0469, 0.0155, -0.1132
O, 0.0141, -0.0392, -0.0893

The program warned: the cutoff lies below the one the program advises for these potential files; the forces do not sum to zero within the program's tolerance; empty levels may hold ghost states of the PAW files; the exchange-correlation potential is rough where the density is thin.
